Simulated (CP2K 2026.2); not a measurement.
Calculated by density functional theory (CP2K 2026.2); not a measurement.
Periodic cell of 432 atoms, Si324O108, from a study of silicon, its oxide and their interface. The atomic structure is a simulated model.
Doubt: the forces sum to 2.99 eV/angstrom along one axis rather than to zero, so they err by at least 0.0069 eV/angstrom per atom on average; the grid cutoff is modest.

Settings: functional PBE; method Gaussian and plane waves; basis set DZVP-MOLOPT-SR-GTH; pseudopotentials GTH-PBE; grid cutoff 350 Ry, relative cutoff 50 Ry; k points Gamma only; occupations fixed; spin none; net charge 0.

Cell vectors (angstrom)
a	16.32	0	0
b	0	16.32	0
c	-8.0901	5.6248	29.5556

Atoms and the computed forces on them: element, x, y, z (angstrom), force x, y, z (eV/angstrom)
Si	1.62	14.767	0.01	-0.116	0.153	0.765
Si	-3.904	7.076	29.415	-0.027	-0.173	0.681
Si	-7.252	10.07	29.546	0.379	-0.168	0.799
Si	-3.594	12.124	29.509	-0.341	0.127	0.699
Si	0.951	9.881	0.019	0.287	-0.287	0.673
Si	3.666	12.393	0.032	0.337	-0.051	0.679
Si	-0.642	19.987	29.487	-0.256	0.226	0.699
Si	9.826	1.037	0.086	-0.156	0.183	0.784
Si	6.676	4.218	0.063	0.261	-0.106	0.706
Si	9.32	7.183	0.036	0.113	-0.181	0.681
Si	7.011	9.231	0.175	0.021	0.118	0.713
Si	9.642	12.146	0.477	0.022	-0.051	0.482
Si	11.909	15.067	0.207	0.296	0.023	0.756
Si	14.729	1.609	0.01	0.136	-0.187	0.75
Si	12.616	3.894	0.107	-0.294	-0.015	0.689
Si	14.987	6.681	0.204	-0.055	0.195	0.674
Si	11.889	10.045	0.068	0.059	-0.154	0.706
Si	15.055	12.174	0.157	-0.195	0.216	0.722
Si	2.859	16.332	1.237	0.016	0.006	-0.05
Si	5.464	2.708	1.359	-0.011	0.023	-0.038
Si	2.681	5.468	1.132	0.021	-0.007	-0.034
Si	5.476	8.044	1.44	-0.016	0.003	-0.028
Si	2.594	10.871	1.407	-0.013	-0.009	-0.048
Si	5.52	13.49	1.136	-0.025	-0.009	-0.048
Si	8.214	16.179	1.303	-0.013	-0.009	-0.065
Si	10.955	2.704	1.312	0.002	0.023	-0.051
Si	8.228	5.48	1.295	0.047	0.008	-0.028
Si	10.869	8.315	1.365	0.028	-0.015	-0.067
Si	8.143	10.767	1.549	-0.016	-0.057	-0.05
Si	10.888	13.629	1.722	0.029	0.011	-0.032
Si	13.588	16.312	1.316	-0.024	0.033	-0.072
Si	-0.061	2.77	1.381	-0.013	0.007	-0.031
Si	13.615	5.408	1.559	-0.008	0	-0.045
Si	-0.067	8.243	1.371	0.021	-0.002	-0.017
Si	13.505	11.014	1.468	0.034	0.006	-0.037
Si	0.015	13.69	1.378	0.073	0.013	-0.039
Si	1.413	1.368	2.601	0.029	-0.013	-0.009
Si	4.012	4.09	2.613	0.018	0.048	0.042
Si	1.391	6.845	2.624	-0.01	-0.026	0.005
Si	4.047	9.485	2.672	0.021	0.001	-0.015
Si	1.296	12.264	2.776	-0.019	-0.026	0.03
Si	4.206	14.924	2.587	-0.019	-0.024	0.003
Si	6.827	1.277	2.632	0.026	-0.007	0.017
Si	9.565	4.08	2.64	-0.01	-0.023	0.006
Si	6.855	6.725	2.786	0.006	0.012	0.015
Si	9.546	9.496	2.891	0.017	-0.004	0.045
Si	6.72	12.195	2.723	0.003	0.004	0.026
Si	9.45	14.981	2.904	-0.019	0.024	0.047
Si	12.256	1.35	2.738	0.004	-0.02	0.033
Si	14.979	4.059	2.875	0.002	-0.035	0.015
Si	12.185	6.851	2.716	-0.032	0.03	0
Si	14.874	9.559	2.748	-0.021	0.017	0.022
Si	12.295	12.301	2.963	0.009	-0.009	0.051
Si	14.971	15.025	2.722	-0.03	-0.009	-0.01
Si	0.046	16.368	4.035	0.015	0.016	-0.015
Si	2.716	2.724	4.02	0.001	0.028	-0.001
Si	0.065	5.482	4.075	0.027	-0.004	-0.023
Si	2.713	8.15	4.06	-0.035	-0.008	0.013
Si	-0.058	10.897	4.116	-0.001	0.022	-0.008
Si	2.771	13.619	4.015	0.022	-0.005	-0.051
Si	5.468	16.288	4.038	-0.015	-0.026	-0.001
Si	8.181	2.695	3.987	-0.009	-0.008	-0.024
Si	5.406	5.387	4.046	-0.007	-0.008	-0.009
Si	8.166	8.109	4.169	0.004	0.002	-0.004
Si	5.382	10.844	4.075	0.031	-0.026	0.018
Si	8.074	13.556	4.133	0.004	0.011	-0.004
Si	10.881	16.358	4.147	0.025	-0.008	-0.019
Si	13.591	2.686	4.151	-0.015	0.012	-0.007
Si	10.858	5.447	4.068	0	-0.004	-0.016
Si	13.564	8.166	4.108	0.018	0.019	-0.019
Si	10.892	10.893	4.214	-0.037	-0.001	-0.021
Si	13.68	13.683	4.191	0	0.005	0
Si	1.365	14.977	16.36	0.017	-0.004	0.002
Si	4.032	17.643	16.385	0	0.009	-0.003
Si	1.397	4.092	16.39	0	-0.012	0.026
Si	4.094	6.787	16.368	-0.009	0.002	0.012
Si	1.367	9.465	16.267	-0.002	0.03	0.019
Si	4.14	12.26	16.236	0.012	-0.006	0.006
Si	6.768	15.003	16.294	-0.016	-0.038	0.026
Si	9.525	17.785	16.253	-0.015	0.007	-0.015
Si	6.761	4.056	16.361	0.012	-0.017	0.029
Si	9.525	6.803	16.319	0.014	0.003	0.035
Si	6.785	9.494	16.333	-0.015	-0.01	0.012
Si	9.482	12.199	16.236	0.016	0.006	-0.001
Si	-4.068	14.964	16.232	-0.002	0.024	0.014
Si	-1.352	17.678	16.33	-0.022	0	0.032
Si	-4.086	4.094	16.356	0.011	0.006	0.008
Si	-1.376	6.732	16.277	0.007	0.011	-0.011
Si	-4.084	9.53	16.287	-0.003	-0.01	0.016
Si	-1.337	12.261	16.28	-0.02	-0.008	0.011
Si	2.714	16.27	17.817	0.024	-0.007	0.011
Si	5.373	19.004	17.743	0.009	0.01	-0.037
Si	2.767	5.459	17.792	-0.016	-0.019	-0.04
Si	5.448	8.141	17.75	0.009	0.01	-0.007
Si	2.836	10.814	17.51	0.021	-0.026	-0.035
Si	5.41	13.641	17.671	-0.023	0.014	-0.036
Si	8.11	16.481	17.545	-0.025	0.051	-0.052
Si	10.877	19.054	17.714	-0.007	-0.008	0.017
Si	8.143	5.446	17.667	0.005	0.01	-0.028
Si	10.899	8.17	17.676	0.015	0.02	-0.035
Si	8.153	10.862	17.653	0.026	0.009	0.027
Si	10.86	13.582	17.502	0.013	-0.015	-0.04
Si	-2.743	16.299	17.65	0.013	-0.013	-0.015
Si	0.026	19.02	17.706	0.003	-0.014	-0.047
Si	-2.736	5.462	17.725	-0.018	0.015	0.017
Si	-0.002	8.061	17.597	0.035	-0.001	-0.023
Si	-2.708	10.906	17.609	-0.02	-0.003	-0.008
Si	-0.011	13.615	17.683	-0.015	0.005	0.005
Si	1.298	17.605	19.153	-0.018	-0.015	0.066
Si	4.076	4.034	19.187	-0.001	-0.003	0.038
Si	1.395	6.891	19.099	0.001	0.028	0.048
Si	4.12	9.57	19.069	-0.008	-0.001	0.074
Si	1.472	12.164	18.778	-0.002	0.051	0.016
Si	4.049	14.875	19.221	-0.007	-0.026	0.084
Si	6.729	17.635	19.091	-0.009	-0.013	0.029
Si	9.493	4.101	19.046	0.002	0.025	0.034
Si	6.817	6.778	19.104	0.011	-0.013	0.072
Si	9.503	9.513	19.029	-0.001	-0.047	0.034
Si	6.846	12.303	18.956	0.012	0.009	0.032
Si	9.564	15.116	18.676	0.051	-0.006	0.01
Si	-4.074	17.673	19.055	0.022	-0.011	0.011
Si	-1.33	4.112	19.024	-0.008	-0.009	0.029
Si	-4.078	6.837	19.123	-0.027	0.013	0.059
Si	-1.396	9.406	18.875	-0.079	-0.041	-0.011
Si	-4.13	12.27	18.918	-0.027	-0.007	0.019
Si	-1.443	14.917	19.071	-0.012	-0.017	0.047
Si	-0.389	16.508	20.422	0.219	-0.134	-0.723
Si	2.394	19.223	20.445	0.361	-0.306	-0.615
Si	0.237	5.284	20.334	-0.273	0.256	-0.645
Si	2.462	8.56	20.432	0.167	-0.177	-0.695
Si	0.238	10.616	19.932	0.041	-0.098	-0.573
Si	2.882	13.117	20.373	-0.015	0.31	-0.713
Si	5.749	15.947	20.5	-0.219	0.21	-0.692
Si	7.895	19.251	20.31	0.17	-0.128	-0.789
Si	5.717	5.181	20.448	-0.207	0.137	-0.728
Si	8.422	7.934	20.396	-0.204	0.135	-0.784
Si	5.333	11.179	20.319	0.053	-0.189	-0.758
Si	8.109	13.97	20.001	-0.139	-0.206	-0.619
Si	-5.274	16.033	20.245	-0.011	0.269	-0.687
Si	-2.466	18.853	20.304	-0.198	0.043	-0.741
Si	10.613	5.696	20.377	0.132	-0.17	-0.796
Si	-2.977	8.513	20.401	0.179	-0.309	-0.665
Si	-5.254	10.737	20.26	-0.221	0.162	-0.729
Si	-3.084	13.783	20.352	0.25	-0.111	-0.757
Si	-2.771	16.598	27.656	-0.035	-0.079	-0.058
Si	2.697	10.929	27.708	0.01	0.061	0.013
Si	-2.323	9.139	23.272	0.056	-0.037	-0.155
Si	3.961	8.279	23.203	-0.084	0.15	-0.024
Si	-1.469	11.986	22.178	-0.095	-0.071	-0.041
Si	-2.553	6.838	26.756	-0.054	-0.008	0.113
Si	-1.729	14.992	25.615	0.047	-0.008	0.029
Si	-1.222	19.123	26.853	0.077	0.155	-0.032
Si	3.15	11.049	24.551	0.06	-0.015	-0.034
Si	8.49	5.891	27.348	-0.018	0.048	0.158
Si	6.829	20.514	25.395	-0.051	-0.117	-0.006
Si	5.158	19.03	27.469	0.005	-0.005	0.091
Si	0.008	15.567	23.405	-0.002	-0.003	-0.077
Si	-3.834	9.482	25.747	0.017	0.091	0.002
Si	-4.358	20.089	22.422	-0.016	-0.008	-0.164
Si	-6.025	8.376	27.414	0.037	-0.109	0.061
Si	7.947	17.542	24.811	-0.094	0.056	0.059
Si	0.554	16.943	25.738	-0.26	-0.013	0.057
Si	7.929	11.519	24.277	0.102	-0.119	-0.003
Si	9.724	17.836	22.379	-0.013	0.02	-0.152
Si	5.629	14.156	27.553	0.043	0.061	0.141
Si	-3.494	12.58	26.468	0.108	-0.084	0.048
Si	0.031	5.336	23.371	0.089	-0.071	-0.05
Si	-6.217	13.174	25.012	-0.109	-0.074	0.067
Si	0.618	8.669	27.662	-0.091	0.004	-0.018
Si	2.459	19.644	23.374	-0.076	0.008	-0.127
Si	5.392	13.113	24.784	-0.06	0.06	0.038
Si	4.771	5.52	23.383	0.081	0.041	0.054
Si	-0.213	7.619	25.149	-0.116	-0.034	-0.045
Si	3.355	17.461	25.435	0.091	0.085	0.027
Si	6.755	9.492	22.552	0.106	0.093	-0.027
Si	-2.709	20.914	24.836	0.138	0.066	0.065
Si	1.222	13.046	23.112	0.119	-0.081	-0.072
Si	9.664	12.604	22.242	0.023	-0.102	0.003
Si	5.405	15.982	23.585	0.066	0.011	-0.086
Si	8.52	15.296	26.721	0.095	-0.093	0.135
Si	1.4	14.979	5.387	-0.013	-0.01	-0.01
Si	4.089	1.353	5.373	-0.004	-0.011	-0.012
Si	1.388	4.084	5.423	-0.002	0.015	-0.004
Si	4.082	6.785	5.413	0.006	0.015	-0.004
Si	1.343	9.518	5.423	-0.007	-0.001	-0.014
Si	4.059	12.236	5.429	-0.006	0.012	-0.004
Si	6.769	14.954	5.473	0.001	-0.015	0.001
Si	9.513	1.404	5.454	-0.004	-0.006	-0.002
Si	6.789	4.025	5.381	0	-0.001	-0.012
Si	9.519	6.753	5.497	0.002	-0.002	0.008
Si	6.774	9.509	5.447	0.003	0.011	0.001
Si	9.483	12.247	5.498	-0.002	0.014	0.019
Si	12.248	14.999	5.498	-0.005	0.005	0.001
Si	-1.325	1.35	5.46	-0.002	0.002	0.002
Si	12.229	4.095	5.445	-0.008	-0.007	0
Si	-1.345	6.812	5.428	-0.007	-0.014	-0.001
Si	12.246	9.509	5.521	0	-0.002	-0.009
Si	-1.337	12.267	5.519	0.004	-0.027	0.009
Si	2.733	16.335	6.766	0	0	-0.003
Si	5.442	2.69	6.768	0.008	0	0.001
Si	2.736	5.434	6.791	0.006	-0.015	0.006
Si	5.422	8.145	6.797	0.003	-0.005	0.001
Si	2.703	10.877	6.79	-0.012	0.007	0.003
Si	5.411	13.588	6.812	0.011	0.015	0.003
Si	8.157	16.33	6.796	0.004	-0.007	0
Si	10.871	2.748	6.82	-0.02	0.019	-0.008
Si	8.126	5.389	6.793	0.021	0.002	-0.004
Si	10.877	8.134	6.843	0.001	0	-0.001
Si	8.13	10.866	6.825	0.008	0.01	-0.01
Si	10.872	13.616	6.827	-0.012	-0.003	-0.006
Si	13.626	16.337	6.84	0.001	-0.007	-0.004
Si	0.017	2.738	6.794	-0.005	0.009	0.005
Si	13.613	5.445	6.79	0.005	-0.007	-0.005
Si	0	8.166	6.804	0.005	0.007	-0.008
Si	13.608	10.892	6.85	0.005	0.018	-0.006
Si	0.056	13.63	6.808	-0.01	-0.033	-0.005
Si	1.373	17.686	8.141	0.003	-0.004	-0.006
Si	4.094	4.066	8.137	0.003	0.016	0.003
Si	1.365	6.793	8.15	-0.011	-0.006	-0.002
Si	4.064	9.512	8.151	0.012	0.004	-0.007
Si	1.375	12.244	8.171	0.002	0.012	0.002
Si	4.066	14.969	8.154	-0.007	-0.026	0.005
Si	6.792	17.674	8.158	-0.003	-0.005	0.006
Si	9.5	4.077	8.18	0.003	-0.02	0.01
Si	6.787	6.78	8.147	-0.011	0.001	-0.003
Si	9.507	9.51	8.173	-0.016	0.004	-0.006
Si	6.779	12.238	8.173	0.014	-0.002	0.005
Si	9.513	14.981	8.173	0.018	0.003	0.002
Si	12.243	17.703	8.17	0.016	0.008	-0.003
Si	-1.353	4.085	8.156	-0.007	0.003	-0.005
Si	12.256	6.786	8.177	-0.003	0.007	-0.004
Si	-1.346	9.521	8.183	-0.001	0.008	-0.001
Si	12.232	12.25	8.183	-0.014	-0.022	-0.001
Si	-1.336	14.96	8.172	-0.006	0.01	-0.001
Si	0.016	16.331	9.515	-0.013	-0.007	-0.003
Si	2.728	2.719	9.504	-0.003	-0.006	0.002
Si	0.007	5.44	9.517	-0.001	0.001	0.005
Si	2.717	8.15	9.521	-0.004	0.011	0.001
Si	0.013	10.884	9.532	-0.005	0	0.002
Si	2.726	13.606	9.526	-0.003	-0.001	0.004
Si	5.431	16.32	9.517	0.006	-0.005	-0.002
Si	8.146	2.712	9.53	0.005	0.007	0.002
Si	5.434	5.427	9.514	0.012	-0.008	0.003
Si	8.144	8.145	9.511	0.024	0.002	-0.006
Si	5.424	10.869	9.52	-0.003	0.006	0.004
Si	8.148	13.608	9.519	-0.001	-0.006	0.003
Si	10.882	16.337	9.529	-0.011	-0.007	-0.003
Si	13.607	2.735	9.525	-0.01	0.006	0.005
Si	10.878	5.435	9.524	-0.007	0.007	0.001
Si	13.61	8.154	9.532	0	-0.006	-0.001
Si	10.874	10.876	9.524	0.004	0.021	-0.007
Si	13.608	13.607	9.529	0.013	-0.013	-0.006
Si	1.366	14.97	10.878	-0.012	-0.013	-0.007
Si	4.077	17.686	10.877	-0.001	-0.002	-0.001
Si	1.365	4.071	10.871	-0.001	0	-0.005
Si	4.076	6.784	10.88	0.002	-0.003	0
Si	1.366	9.513	10.888	-0.003	0.007	0.003
Si	4.077	12.236	10.881	0.004	0.011	0.001
Si	6.786	14.964	10.881	0.009	0	0.007
Si	9.512	17.684	10.892	0.007	0.001	0.005
Si	6.79	4.079	10.884	0.007	0.002	0.007
Si	9.513	6.799	10.868	-0.004	0.01	-0.002
Si	6.788	9.505	10.872	0	0.002	-0.006
Si	9.519	12.247	10.87	0.005	-0.016	-0.006
Si	12.247	14.975	10.885	-0.002	0.005	-0.001
Si	-1.351	17.685	10.871	0.007	0.002	-0.009
Si	12.241	4.085	10.887	-0.001	-0.005	-0.001
Si	-1.35	6.793	10.889	-0.001	0.003	0.001
Si	12.238	9.512	10.879	-0.003	0.002	0.004
Si	-1.355	12.24	10.883	-0.01	-0.005	0.002
Si	2.713	16.337	12.239	0.005	0.001	-0.004
Si	5.428	2.725	12.245	0.013	0.014	-0.006
Si	2.723	5.416	12.242	-0.017	-0.011	-0.003
Si	5.438	8.143	12.241	0.005	0.004	0.003
Si	2.727	10.874	12.245	0	0.001	0.004
Si	5.424	13.604	12.237	0.004	-0.024	0.004
Si	8.14	16.328	12.244	-0.004	-0.021	0
Si	10.875	2.732	12.242	0.001	0	0.003
Si	8.15	5.453	12.229	0.031	0.007	-0.013
Si	10.876	8.145	12.23	-0.012	-0.002	0.001
Si	8.161	10.874	12.21	0.007	0.019	-0.008
Si	10.876	13.611	12.232	-0.007	-0.007	0.004
Si	-2.708	16.337	12.241	0.005	0.005	0.007
Si	0.006	2.714	12.235	-0.021	-0.011	-0.006
Si	-2.711	5.435	12.249	-0.008	0.003	0.008
Si	0.011	8.148	12.249	0.003	0.009	0.007
Si	-2.717	10.871	12.23	0.005	0.002	0.003
Si	0.011	13.604	12.231	0.006	0.013	-0.005
Si	1.365	17.696	13.614	-0.015	0.013	-0.003
Si	4.075	4.068	13.628	0.002	-0.011	0.002
Si	1.364	6.765	13.601	0.006	-0.004	-0.001
Si	4.086	9.503	13.599	-0.006	0.015	0.006
Si	1.366	12.243	13.593	-0.011	-0.001	-0.006
Si	4.058	14.971	13.591	0.008	-0.009	0.001
Si	6.779	17.692	13.607	0.009	0	0.003
Si	9.515	4.113	13.583	-0.03	0.009	-0.008
Si	6.791	6.786	13.615	0.015	-0.011	0
Si	9.503	9.501	13.57	0.013	0.014	0.001
Si	6.808	12.238	13.562	0.005	-0.011	0
Si	9.507	14.97	13.594	-0.002	0.007	0
Si	12.245	17.701	13.597	-0.009	0.005	0.007
Si	-1.356	4.057	13.601	0.03	-0.004	-0.007
Si	12.24	6.795	13.598	0.002	0.004	0.004
Si	-1.355	9.514	13.596	-0.011	0.001	0.002
Si	12.242	12.239	13.573	-0.002	-0.003	0.007
Si	-1.329	14.978	13.585	-0.004	-0.02	-0.001
Si	0.018	16.332	14.972	0.004	-0.006	0.005
Si	2.716	19.036	15.008	0.007	0.005	-0.005
Si	0.018	5.386	14.965	-0.016	-0.021	0
Si	2.74	8.111	14.949	-0.002	-0.017	0.008
Si	0.017	10.873	14.945	0.007	0.006	-0.006
Si	2.707	13.613	14.96	-0.006	0.014	0.011
Si	5.394	16.338	14.957	0.007	0.029	0.007
Si	8.133	19.099	14.928	0.02	0.029	-0.011
Si	5.432	5.428	14.99	-0.001	-0.003	-0.006
Si	8.156	8.153	14.962	0.001	0.01	0.009
Si	5.48	10.867	14.923	0.006	0.003	-0.002
Si	8.126	13.612	14.94	-0.007	-0.024	0.006
Si	10.866	16.351	14.934	-0.005	-0.024	0.005
Si	-2.721	19.047	14.987	-0.005	-0.004	0.005
Si	10.882	5.441	14.967	-0.005	-0.007	0
Si	-2.716	8.152	14.952	0.004	0.015	0.005
Si	10.871	10.859	14.904	0.005	-0.001	0.008
Si	-2.696	13.605	14.905	-0.004	0.007	0.007
O	9.291	13.587	21.05	0.379	0.372	-0.289
O	-1.921	17.956	27.699	0.082	-0.007	0.426
O	5.743	20.202	26.543	-0.232	0.246	-0.051
O	8.24	12.091	22.794	-0.493	-0.077	-0.251
O	-7.064	9.394	28.081	-0.525	0.308	-0.456
O	4.588	15.166	28.28	-0.075	-0.005	-0.413
O	-7.111	21.057	28.227	-0.172	-0.166	-0.224
O	1.173	14.499	23.833	0.429	0.081	0.347
O	9.526	6.818	20.876	-0.092	0.023	0.278
O	0.043	13.834	29.081	-0.101	0.166	-0.611
O	-1.425	17.707	20.847	-0.092	0.173	0.429
O	1.079	7.253	28.275	0.019	-0.295	-0.398
O	-2.225	19.659	25.724	-0.205	-0.243	-0.206
O	-2.038	10.687	22.921	0.024	0.131	0.109
O	-0.002	15.738	21.809	0.069	-0.399	0.104
O	3.072	8.063	21.859	-0.11	-0.265	0.026
O	-4.099	9.667	20.679	-0.057	-0.039	0.338
O	1.336	4.123	20.61	-0.024	-0.101	0.042
O	-2.544	10.92	29.144	0.033	-0.291	-0.294
O	-5.771	11.384	21.669	0.223	-0.329	0.467
O	7.871	8.648	21.753	0.376	-0.026	0.404
O	2.633	16.788	29.219	-0.144	-0.081	-0.261
O	0.543	18.84	29.266	0.099	-0.032	-0.252
O	6.349	18.325	28.299	0.25	-0.177	-0.116
O	-2.97	8.384	26.556	0.256	0.165	0.305
O	2.62	18.764	22.006	0.294	-0.548	0.163
O	4.154	19.732	28.501	-0.16	-0.325	-0.243
O	5.568	8.386	29.081	-0.089	0.109	-0.592
O	1.955	13.32	21.694	0.04	0.046	-0.035
O	2.909	11.02	26.134	-0.13	-0.059	-0.142
O	10.213	16.546	21.548	-0.155	-0.313	0.324
O	8.41	16.83	26.196	-0.043	0.268	0.244
O	-4.956	8.009	28.579	0.102	0.096	0.08
O	-4.182	17.043	28.281	-0.393	-0.36	-0.172
O	-2.622	13.031	21.737	-0.328	0.194	0.586
O	0.397	16.966	24.114	0.011	0.578	-0.274
O	-2.179	13.469	26.03	0.167	-0.429	-0.135
O	4.871	13.599	26.238	-0.482	-0.172	0.208
O	4.072	6.864	23.993	-0.364	-0.117	0.304
O	-6.83	15.083	28.019	0.59	-0.065	-0.37
O	8.479	18.552	21.65	-0.208	0.073	0.379
O	7	14.868	27.09	0.021	-0.038	-0.07
O	0.686	8.624	26.043	0.505	0.178	-0.449
O	0.628	6.585	24.234	0.447	-0.034	-0.065
O	-0.7	11.555	20.85	0.013	-0.002	-0.186
O	-5.375	18.861	22.47	0.033	-0.076	0.191
O	4.074	10.463	28.404	0.289	0.223	-0.248
O	-1.45	5.04	23.934	-0.114	0.169	-0.213
O	1.9	11.803	23.868	-0.376	-0.321	0.138
O	-2.428	8.231	21.924	0.182	-0.214	0.162
O	7.31	6.573	28.23	-0.12	-0.201	-0.084
O	-0.817	9.104	28.281	-0.298	-0.054	-0.398
O	-5.053	5.04	21.714	0.018	0.285	0.321
O	-2.92	15.97	26.169	-0.511	-0.094	-0.175
O	6.008	12.946	28.554	-0.139	-0.348	-0.026
O	6.833	4.051	20.85	0.061	0.004	0.415
O	4.123	12.152	20.852	0.184	-0.166	0.401
O	-2.885	6.417	28.294	0.193	-0.525	0.119
O	9.23	17.422	23.842	0.287	-0.19	0.178
O	-1.15	8.502	24.179	0.089	0.139	-0.118
O	6.159	10.673	21.621	0.133	0.139	0.042
O	3.623	20.738	23.34	0.115	0.112	-0.146
O	-2.002	15.508	28.563	-0.181	-0.135	-0.111
O	7.924	5.215	26.001	0.209	0.051	-0.161
O	-0.947	20.334	27.905	0.108	0.723	-0.263
O	-5.358	9.179	26.184	-0.526	0.052	-0.322
O	-0.351	12.689	23.074	-0.298	0.304	0.397
O	-5.427	19.215	29.086	0.171	0.051	-0.555
O	6.992	14.903	20.755	-0.128	0.167	0.517
O	2.814	21.843	29.177	0.038	0.138	-0.601
O	4.436	11.958	24.193	0.085	-0.09	-0.283
O	8.057	16.662	29.325	-0.135	-0.084	-0.364
O	5.217	5.833	21.852	0.1	0.589	-0.041
O	-4.19	14.919	20.771	0.129	-0.03	0.405
O	-1.003	6.768	26.301	0.441	-0.231	0.073
O	0.091	18.416	26.234	0.477	0.262	-0.023
O	5.253	16.351	22.006	-0.137	0.205	0.13
O	-4.797	13.152	25.727	-0.057	0.209	-0.147
O	8.012	11.26	29.178	-0.021	-0.053	-0.528
O	7.521	19.104	24.973	0.339	0.146	-0.359
O	5.503	8.56	22.862	0.09	-0.307	-0.044
O	2.73	18.728	24.66	-0.211	0.115	0.178
O	4.106	16.5	24.385	-0.174	-0.181	-0.088
O	1.015	20.379	23.5	-0.122	-0.339	0.048
O	4.404	17.936	26.565	0.06	-0.341	0.032
O	-3.291	5.795	25.762	-0.671	0	0.003
O	3.336	9.527	24.027	-0.095	-0.193	0.315
O	7.384	10.026	23.962	-0.09	-0.571	0.56
O	-6.759	7.028	26.92	-0.012	-0.206	-0.379
O	-3.826	12.796	28.042	-0.351	0.539	-0.158
O	5.495	14.371	23.77	-0.023	-0.124	-0.446
O	-3.341	10.996	26.101	0.544	0.019	0.068
O	9.298	11.738	25.138	0.019	-0.3	0.226
O	-0.359	15.677	26.267	0.144	-0.132	0.456
O	-5.909	13.392	23.43	0.53	0.31	-0.154
O	-3.939	20.473	23.914	-0.322	-0.103	0.325
O	1.638	9.803	28.136	0.024	-0.169	0.653
O	-0.175	5.791	21.829	-0.458	0.219	0.131
O	1.281	9.659	20.785	-0.042	-0.114	0.19
O	9.157	14.359	25.565	-0.107	0.281	-0.464
O	6.057	4.958	24.193	0.124	-0.037	-0.006
O	2.101	16.707	26.134	0.253	-0.484	0.29
O	-3.674	9.172	24.165	-0.509	0.011	-0.351
O	-3.043	19.626	21.613	0.377	0.226	0.196
O	6.714	16.71	24.178	0.069	-0.072	0.068
O	2.095	12.317	28.283	0.222	0.354	-0.298
O	6.828	12.425	25.007	0.161	-0.011	0.631
O	-1.448	15.106	24.016	-0.603	-0.113	-0.428

Results
total energy: -82019.413 eV
total energy less fixed offsets of O -438.35, Si -107.03 eV per atom: 0.107 eV
